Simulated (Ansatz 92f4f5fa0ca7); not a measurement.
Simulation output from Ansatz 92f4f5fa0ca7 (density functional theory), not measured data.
Periodic cell of 309 atoms, Si219O90, from a study of silicon, its oxide and their interface. The atomic structure is a simulated model.

Settings
functional: PBE
potential files: Ansatz PAW
basis: plane waves
wave-function cutoff: 700 eV
density cutoff ratio: 5
exchange-correlation grid ratio: 1
k mesh: 2 x 2 x 1, shifted by 0.5 0.5 0.5 of a step
self-consistency stop: 5e-08 eV per atom in the density residual
occupations: fixed
spin: none
net charge: 0

Cell vectors (angstrom)
a  11.6015  0  0
b  0  10.938  0
c  0  0  43.6667

Atoms: element, x, y, z (angstrom)
Si  0  0  42.6982
Si  3.8672  0  42.6982
Si  7.7343  0  42.6982
Si  1.9336  1.3673  42.6982
Si  5.8008  1.3673  42.6982
Si  9.6679  1.3673  42.6982
Si  0  5.469  42.6982
Si  3.8672  5.469  42.6982
Si  7.7343  5.469  42.6982
Si  1.9336  6.8362  42.6982
Si  5.8008  6.8362  42.6982
Si  9.6679  6.8362  42.6982
Si  1.9336  2.7345  40.7646
Si  5.8008  2.7345  40.7646
Si  9.6679  2.7345  40.7646
Si  0  4.1018  40.7646
Si  3.8672  4.1018  40.7646
Si  7.7343  4.1018  40.7646
Si  1.9336  8.2035  40.7646
Si  5.8008  8.2035  40.7646
Si  9.6679  8.2035  40.7646
Si  0  9.5708  40.7646
Si  3.8672  9.5708  40.7646
Si  7.7343  9.5708  40.7646
Si  0  0  2.8987
Si  3.8672  0  2.8987
Si  7.7343  0  2.8987
Si  1.9336  1.3673  2.8987
Si  5.8008  1.3673  2.8987
Si  9.6679  1.3673  2.8987
Si  0  5.469  2.8987
Si  3.8672  5.469  2.8987
Si  7.7343  5.469  2.8987
Si  1.9336  6.8362  2.8987
Si  5.8008  6.8362  2.8987
Si  9.6679  6.8362  2.8987
Si  1.9336  2.7345  0.9651
Si  5.8008  2.7345  0.9651
Si  9.6679  2.7345  0.9651
Si  0  4.1018  0.9651
Si  3.8672  4.1018  0.9651
Si  7.7343  4.1018  0.9651
Si  1.9336  8.2035  0.9651
Si  5.8008  8.2035  0.9651
Si  9.6679  8.2035  0.9651
Si  0  9.5708  0.9651
Si  3.8672  9.5708  0.9651
Si  7.7343  9.5708  0.9651
Si  -0.0025  0.0126  6.7706
Si  3.8609  0.0167  6.7693
Si  7.7321  0.0116  6.7665
Si  1.9282  1.3822  6.777
Si  5.7996  1.3752  6.7582
Si  9.6633  1.3732  6.7729
Si  -0.0045  5.4831  6.7595
Si  3.8633  5.4843  6.7673
Si  7.7352  5.4823  6.7728
Si  1.9291  6.8472  6.7671
Si  5.7981  6.8458  6.7696
Si  9.6676  6.8497  6.7829
Si  1.9336  2.7345  4.8323
Si  5.8008  2.7345  4.8323
Si  9.6679  2.7345  4.8323
Si  0  4.1018  4.8323
Si  3.8672  4.1018  4.8323
Si  7.7343  4.1018  4.8323
Si  1.9336  8.2035  4.8323
Si  5.8008  8.2035  4.8323
Si  9.6679  8.2035  4.8323
Si  0  9.5708  4.8323
Si  3.8672  9.5708  4.8323
Si  7.7343  9.5708  4.8323
Si  -0.1951  -0.0745  31.0142
Si  3.6699  0.193  30.8494
Si  7.5529  -0.1456  31.1899
Si  1.6864  1.3649  31.1599
Si  5.7345  1.3927  30.933
Si  9.4432  1.2166  31.1035
Si  0.1594  5.3041  31.2051
Si  4.1242  5.2864  31.1389
Si  8.0351  5.5992  31.2891
Si  2.1592  6.5705  31.1144
Si  5.9688  6.7573  31.2231
Si  10.0106  6.8592  31.3415
Si  1.9045  2.6559  33.1257
Si  5.8335  2.6439  32.9985
Si  9.6307  2.6754  33.0035
Si  11.5976  3.995  33.1311
Si  3.895  3.9617  33.0662
Si  7.7438  4.082  33.0858
Si  1.9737  8.1396  32.9357
Si  5.776  8.1576  33.1079
Si  9.7114  8.2546  33.1739
Si  11.6395  9.5508  33.0024
Si  3.8665  9.5766  32.8136
Si  7.691  9.5102  33.1514
Si  11.6511  -0.0216  34.9447
Si  3.9038  -0.0646  34.8584
Si  7.7613  -0.0305  35.0304
Si  1.9872  1.3007  35.0216
Si  5.8317  1.3099  34.9492
Si  9.6965  1.3195  34.9464
Si  11.5925  5.4595  34.9807
Si  3.8484  5.4107  34.9566
Si  7.7142  5.451  35.0048
Si  1.9384  6.8116  34.9177
Si  5.7621  6.7867  35.016
Si  9.6549  6.8051  35.0247
Si  1.9477  2.708  36.9213
Si  5.7962  2.7066  36.8796
Si  9.6822  2.7142  36.8779
Si  0.0155  4.0815  36.9031
Si  3.8669  4.0764  36.9062
Si  7.7348  4.0683  36.9119
Si  1.943  8.1771  36.8661
Si  5.7967  8.1755  36.9238
Si  9.6735  8.183  36.9361
Si  0.0078  9.5434  36.8803
Si  3.8761  9.5452  36.8459
Si  7.7368  9.5349  36.9404
Si  0.004  -0.0128  38.8195
Si  3.8667  -0.0166  38.8035
Si  7.7333  0.0005  38.8414
Si  1.936  1.3468  38.8453
Si  5.7951  1.3543  38.8274
Si  9.6739  1.3557  38.8256
Si  0.0132  5.4599  38.8325
Si  3.8714  5.4621  38.8308
Si  7.7393  5.4561  38.8352
Si  1.9427  6.83  38.8229
Si  5.8042  6.8165  38.849
Si  9.6774  6.8122  38.8514
Si  1.9265  2.7669  8.712
Si  5.7967  2.7633  8.6733
Si  9.6609  2.7488  8.7081
Si  -0.0192  4.1221  8.692
Si  3.8639  4.1292  8.7108
Si  7.7375  4.1278  8.7202
Si  1.9265  8.2283  8.6961
Si  5.7929  8.2375  8.6916
Si  9.6647  8.2342  8.722
Si  -0.0051  9.6032  8.7209
Si  3.8565  9.6018  8.7166
Si  7.7333  9.5894  8.7058
Si  11.6052  0.0483  10.6579
Si  3.8528  0.0385  10.6618
Si  7.737  0.0331  10.6298
Si  1.9298  1.4174  10.6573
Si  5.81  1.3808  10.5765
Si  9.6557  1.3991  10.658
Si  11.562  5.5151  10.603
Si  3.8754  5.5101  10.646
Si  7.7358  5.529  10.6482
Si  1.9102  6.8343  10.6026
Si  5.8071  6.8751  10.6154
Si  9.6582  6.9149  10.6925
Si  1.9101  2.8454  12.5568
Si  5.8364  2.7374  12.4852
Si  9.595  2.8077  12.5717
Si  11.5374  4.1467  12.5151
Si  3.9172  4.1102  12.5579
Si  7.7158  4.2202  12.6151
Si  1.8848  8.1599  12.542
Si  5.8065  8.2708  12.5193
Si  9.6593  8.3332  12.6377
Si  11.6303  9.6671  12.6228
Si  3.8156  9.4982  12.5304
Si  7.72  9.6893  12.6185
Si  11.5941  0.243  14.5135
Si  3.752  -0.0428  14.3951
Si  7.7093  0.0648  14.6456
Si  2.0463  1.5148  14.4933
Si  5.7104  1.2861  14.3599
Si  9.6413  1.5299  14.5688
Si  11.5222  5.5083  14.4361
Si  3.9795  5.4409  14.5263
Si  7.7355  5.6817  14.5627
Si  1.9724  6.6513  14.3895
Si  5.8085  6.9852  14.4799
Si  9.752  7.0505  14.6433
O  9.9944  7.986  16.0296
O  7.6555  9.9407  15.9551
O  7.4019  4.7413  15.8992
O  3.3724  10.3585  15.9464
O  2.0346  7.5614  15.7643
O  4.0044  4.5941  15.9828
O  9.7754  2.4569  15.9582
O  2.613  2.3509  15.8543
O  11.3826  4.5811  15.8064
O  5.3621  2.3755  15.56
O  5.8098  7.9888  15.8199
O  11.3177  10.3255  15.8954
O  11.278  10.0739  29.5365
O  3.2282  10.7069  29.2715
O  5.7783  7.7597  29.9034
O  4.2221  4.4404  29.6884
O  7.6836  9.6739  29.9326
O  10.3212  7.6593  29.9204
O  1.6173  2.39  29.8542
O  5.945  2.4284  29.6257
O  8.4444  4.6926  29.9546
O  -0.0738  4.4368  29.7852
O  2.3377  7.3612  29.6726
O  9.1245  1.8716  29.6079
Si  1.9102  7.7902  17.3471
Si  5.0378  0.5738  25.4314
Si  2.4901  5.4212  21.7571
Si  10.5587  3.8651  21.7914
Si  8.2754  2.3865  23.0013
Si  9.5481  2.2357  28.0829
Si  10.5043  3.657  16.8125
Si  0.0286  2.3211  19.3042
Si  11.0238  8.1362  23.133
Si  5.1637  6.934  21.7291
Si  5.7516  2.6209  18.8542
Si  8.5802  7.6609  27.1295
Si  8.1186  4.8373  28.3698
Si  5.9214  9.5867  22.9418
Si  2.1146  7.6271  28.0873
Si  1.9242  4.8849  26.5306
Si  4.4932  3.4355  25.7574
Si  8.5057  8.9227  24.5582
Si  0.8266  9.4856  21.0359
Si  9.9068  10.6571  19.4584
Si  5.3515  3.6961  28.7597
Si  0.589  5.5225  24.0004
Si  10.7803  9.1584  16.8813
Si  6.5675  8.8863  29.0317
Si  7.1143  7.1111  19.2222
Si  2.6712  0.7407  19.9526
Si  10.8915  8.67  28.7818
Si  6.0317  4.3247  23.3747
Si  7.0827  0.4923  20.7141
Si  4.059  2.9873  16.3295
Si  0.8758  6.7439  19.6349
Si  6.5672  9.0522  16.8113
Si  0.6657  3.2788  28.8877
Si  9.7976  6.5114  20.6296
Si  7.7129  4.5417  17.4844
Si  3.9864  10.0642  27.9625
Si  4.2615  3.0404  21.2654
Si  3.852  10.0181  17.4746
Si  8.0558  0.7751  25.774
O  11.5019  3.2305  20.6384
O  9.3374  4.4804  17.6203
O  8.8064  3.5968  27.5976
O  4.0389  -0.0689  26.5525
O  11.3291  4.5369  23.0499
O  9.8509  9.8006  18.0612
O  3.7646  1.5368  20.8723
O  0.6496  9.0656  22.6024
O  6.4746  0.9713  26.1254
O  4.7578  3.16  27.3485
O  6.2506  1.186  19.4821
O  0.5363  8.6332  17.6059
O  5.6377  4.3148  24.9691
O  8.4418  7.2046  20.1319
O  4.406  2.6425  17.8931
O  2.0746  5.6438  23.3159
O  3.3737  0.0737  18.652
O  5.8872  7.2204  20.2882
O  2.31  6.3435  27.1237
O  0.6516  4.9405  25.5164
O  8.4117  10.6933  20.1089
O  5.4719  10.0753  17.4392
O  0.5979  8.1835  27.9432
O  9.7657  2.6088  22.4308
O  1.9988  10.595  20.9576
O  9.9473  9.1046  23.8464
O  6.1462  10.3569  21.5156
O  7.4625  1.5993  21.8413
O  1.6409  3.9136  27.7803
O  5.8999  5.7902  22.6579
O  7.3428  8.9434  23.432
O  1.506  1.6766  19.3416
O  7.1959  8.2904  18.1006
O  4.3239  1.9816  25.0229
O  7.0337  3.1671  18.0175
O  11.5504  7.0094  24.1711
O  8.2829  10.1348  25.5845
O  3.2595  8.5456  17.8448
O  7.5801  3.8378  23.2613
O  3.1341  4.2943  25.6399
O  2.9018  3.8942  21.4288
O  1.331  8.2069  20.1799
O  1.2051  5.6831  20.8074
O  4.9777  8.3035  22.6015
O  11.1703  2.3811  28.078
O  10.9764  9.9956  20.4922
O  5.2929  3.5785  20.1048
O  5.0795  3.1981  22.6592
O  6.4873  4.7919  28.3036
O  8.3944  1.5597  24.3925
O  10.4059  1.2465  19.1926
O  10.8712  6.6117  19.3973
O  3.2546  8.6686  27.5941
O  1.7143  6.4423  18.2605
O  7.1645  8.1908  27.7088
O  8.4967  7.5798  25.4971
O  3.6735  6.4346  21.3475
O  9.5623  4.9649  21.0945
O  5.518  9.9839  28.4935
O  10.3264  7.3745  21.8865
O  8.78  6.157  27.7057
O  7.0664  5.7142  18.3962
O  5.2671  10.5396  24.1179
O  9.0525  1.1406  26.9994
O  11.5727  3.1719  17.9241
O  9.7406  8.6995  27.6282

Results
free energy: -190425.976 eV
free energy less fixed offsets of O -569.03, Si -635.61 eV per atom: -14.686 eV

Forces (eV/angstrom), in the order of the atoms: element, x, y, z
Si  0.0008  0.0072  -0.0024
Si  0.0022  0.0274  -0.0118
Si  0.0022  -0.0227  0.0112
Si  0.0019  0.0178  0.0019
Si  0.0011  0.0025  -0.0078
Si  0.002  -0.0044  -0.0045
Si  0.0028  -0.0092  0.0036
Si  -0.0021  -0.0011  0.0006
Si  -0.0002  -0.0102  0.0122
Si  -0.0006  -0.0078  -0.0078
Si  0.0041  0.0197  0.0062
Si  -0.0027  0.0188  0.0096
Si  0.0049  -0.0551  0.0443
Si  -0.0205  -0.0479  -0.056
Si  0.0127  -0.0429  -0.0625
Si  0.0268  -0.0282  0.029
Si  -0.0059  -0.0264  0.0116
Si  0.0036  -0.0472  0.0543
Si  0.0107  -0.0347  -0.0579
Si  0.0038  -0.0339  0.055
Si  0.0107  -0.0439  0.0595
Si  -0.0033  -0.0248  -0.0435
Si  0.0018  -0.0223  -0.1294
Si  -0.0003  -0.0044  0.0585
Si  0.0004  0.0044  0.0055
Si  0.0006  0.0093  0.0036
Si  -0.0029  -0.0043  0.0059
Si  -0.0025  0.0018  0.0034
Si  0.0017  0.0193  -0.0126
Si  -0.0012  -0.0037  0.0006
Si  -0.0019  -0.0126  -0.001
Si  0.0011  -0.0003  0.0032
Si  -0.0018  0.0006  0.0081
Si  -0.0013  0.0047  -0.0033
Si  -0.0034  0.0113  -0.0024
Si  0.0021  -0.0074  0.0078
Si  0.0006  -0.0086  0.0063
Si  -0.0004  -0.0084  0
Si  0.001  0.0039  0.0027
Si  -0.0004  0.0096  -0.0027
Si  0.0001  0.0013  -0.0021
Si  -0.0007  0.0036  -0.0022
Si  -0.0003  -0.0009  -0.0017
Si  0.0016  -0.0138  0.0036
Si  -0.0026  -0.0063  0.0078
Si  -0.0017  -0.0043  -0.0022
Si  0.0024  -0.0145  -0.0059
Si  0.0008  0.011  0.0037
Si  0.0004  -0.0556  -0.0045
Si  -0.0014  -0.0627  -0.0051
Si  -0.001  -0.0607  -0.0074
Si  0.0035  0.0606  0.0071
Si  -0.005  0.0478  0.0037
Si  0.0046  0.0616  0
Si  -0.0015  -0.0559  -0.0051
Si  -0.0017  -0.0581  -0.006
Si  0.0009  -0.0593  -0.0037
Si  0.0039  0.0535  0.007
Si  0.0014  0.057  0.0022
Si  -0.0053  0.0612  0.0021
Si  -0.0076  0.0176  0.0302
Si  -0.0023  0.0227  -0.0694
Si  -0.0027  0.0119  0.036
Si  -0.0038  0.0475  -0.0089
Si  -0.0071  0.0489  0.0506
Si  0.0044  0.062  0.07
Si  -0.0062  0.0231  -0.0239
Si  0.0048  0.0077  -0.0028
Si  -0.0061  0.0132  0.0734
Si  0.002  0.0513  0.0545
Si  -0.0112  0.0518  0.0649
Si  -0.002  0.0394  0.0349
Si  0.0119  -0.0532  -0.0234
Si  -0.0452  -0.0737  -0.003
Si  0.0516  -0.0608  -0.0587
Si  -0.0431  0.0533  -0.0278
Si  0.0837  0.0817  0.0099
Si  -0.0408  0.0554  -0.0319
Si  -0.0717  -0.0366  -0.0366
Si  -0.0153  -0.0242  -0.0612
Si  0.0326  -0.0785  0.008
Si  -0.0095  0.0723  0.0153
Si  -0.0787  0.0449  -0.0263
Si  0.0287  0.026  -0.0734
Si  0.0092  -0.054  -0.0159
Si  0.0421  -0.07  -0.0262
Si  0.0142  -0.083  -0.032
Si  0.0128  0.063  -0.0195
Si  0.0069  0.0599  0.005
Si  -0.0155  0.0787  -0.0277
Si  0.0048  -0.0913  -0.0071
Si  -0.0161  -0.0739  -0.0172
Si  0.0093  -0.0528  -0.0129
Si  0.0423  0.0701  -0.0197
Si  0.0172  0.0985  -0.0148
Si  -0.0118  0.0554  -0.0229
Si  -0.0138  -0.0461  0.0019
Si  -0.0215  -0.0472  0.0148
Si  -0.0189  -0.0269  -0.0085
Si  -0.0076  0.0404  0.0005
Si  -0.0175  0.0433  0.0166
Si  -0.0227  0.0342  0.0139
Si  0.0125  -0.0483  0.0042
Si  0.0036  -0.0408  -0.0085
Si  0.0136  -0.0438  0.0035
Si  0.0233  0.0517  0.0122
Si  -0.0027  0.0467  -0.0008
Si  0.0047  0.0322  -0.0057
Si  0.0005  -0.0414  0.0018
Si  0.0021  -0.0479  0.003
Si  0.006  -0.041  0.0094
Si  -0.001  0.0388  0.0183
Si  -0.0003  0.0417  0.0141
Si  -0.0014  0.0342  0.0152
Si  0.0011  -0.0406  0.0098
Si  -0.004  -0.0307  0.0043
Si  -0.0002  -0.0301  0.0076
Si  0.0065  0.0375  0.0157
Si  0.0022  0.0473  0.0126
Si  0.003  0.0321  0.0099
Si  -0.0077  -0.0702  -0.012
Si  0.0066  -0.075  -0.0122
Si  0.0046  -0.0588  -0.0034
Si  0.0034  0.0616  0.0053
Si  -0.0057  0.0676  -0.003
Si  0.006  0.0683  -0.0078
Si  0.0035  -0.0637  -0.0071
Si  -0.0086  -0.0666  -0.0045
Si  -0.0025  -0.0602  -0.0112
Si  -0.0056  0.0663  -0.0031
Si  0.0019  0.0586  0.003
Si  -0.003  0.0593  0.0066
Si  0.0035  -0.035  -0.0227
Si  0.0021  -0.025  -0.0113
Si  -0.0027  -0.0362  -0.0093
Si  -0.0007  0.0365  -0.0092
Si  0.0024  0.0317  -0.0113
Si  0.0017  0.0438  -0.0102
Si  -0.0035  -0.0292  -0.0204
Si  -0.0035  -0.0351  -0.0226
Si  0.0088  -0.0424  -0.0191
Si  0.004  0.0351  -0.0062
Si  0.001  0.0401  -0.0102
Si  -0.0016  0.0367  -0.0066
Si  0.0155  -0.0455  -0.0135
Si  -0.0175  -0.0523  -0.0024
Si  0.0009  -0.0413  0.0079
Si  -0.019  0.0323  0.0047
Si  0.0094  0.0426  -0.0052
Si  -0.0204  0.0467  -0.0087
Si  -0.0172  -0.049  0.0023
Si  0.0167  -0.0393  -0.0095
Si  0.0081  -0.0537  -0.0083
Si  -0.0067  0.0466  0.0026
Si  -0.015  0.041  0.0122
Si  0.0016  0.0368  -0.001
Si  0.0066  -0.0448  0.0021
Si  0.0406  -0.079  0.0228
Si  -0.0126  -0.0738  -0.0013
Si  0.0036  0.0679  0.002
Si  0.0209  0.0661  0.019
Si  0.0045  0.0879  0.0244
Si  -0.0118  -0.0578  0.0189
Si  0.0438  -0.0504  -0.0057
Si  0.0047  -0.0864  -0.0072
Si  0.0442  0.0908  0.0173
Si  -0.0258  0.067  0.0003
Si  -0.0012  0.0573  0.0128
Si  -0.007  -0.0573  -0.0105
Si  -0.0424  0.0081  0.0912
Si  0.0317  -0.0551  -0.0017
Si  0.0526  0.0323  -0.0029
Si  -0.1149  0.0701  -0.0093
Si  -0.031  0.008  0.0671
Si  -0.038  -0.0446  0.056
Si  0.0664  -0.0212  0.0468
Si  -0.0293  -0.0878  -0.0086
Si  -0.039  0.0768  -0.0033
Si  -0.0676  0.0393  0.0566
Si  0.0091  0.0456  0.0412
O  -0.0093  0.0105  -0.03
O  -0.0133  -0.0062  -0.0184
O  0.0497  -0.0085  0.0102
O  0.0542  -0.0428  0.0223
O  -0.0063  0.0101  0.0053
O  -0.0031  -0.0054  -0.04
O  -0.0026  0.039  -0.0079
O  -0.0081  0.0173  -0.0234
O  0.0062  -0.0247  -0.0104
O  -0.007  0.0052  -0.012
O  0.02  0.0195  -0.0161
O  0.0314  -0.0341  0.0002
O  -0.0016  -0.0097  0.0332
O  0.0562  -0.0233  -0.0067
O  0.0442  0.0269  0.0115
O  0.0322  -0.0292  0.0018
O  -0.0459  -0.008  0.0085
O  -0.0072  0.0362  0.0008
O  -0.0231  0.0185  -0.0005
O  -0.0349  0.0016  0.0201
O  -0.032  -0.0051  -0.0115
O  0.0373  -0.0216  0.014
O  -0.0249  0.0079  0.0031
O  0.0419  0.0187  -0.0105
Si  0.0065  -0.0029  -0.0071
Si  -0.0044  -0.0005  -0.0042
Si  -0.0019  -0.0016  0.0035
Si  -0.001  -0.004  0.0041
Si  0.0027  0.0007  0.0012
Si  0.0038  -0.0017  -0.0041
Si  -0.0002  0.0045  -0.0088
Si  0.002  0.0027  -0.0023
Si  0.0026  0.0062  0.0079
Si  -0.0003  0.0029  0.003
Si  0.0011  -0.0017  -0.0008
Si  -0.0051  -0.0029  -0.0103
Si  -0.0028  -0.0009  0.0013
Si  -0.005  -0.0018  -0.0005
Si  0.01  0.0042  -0.0083
Si  -0.0014  -0.0034  -0.0072
Si  0.0004  0.0009  -0.0044
Si  -0.002  -0.0047  -0.0028
Si  0.0062  0.0014  0.0081
Si  -0.0063  0.0006  -0.0006
Si  -0.0097  0.0214  -0.0065
Si  -0.0013  -0.0013  0.0043
Si  0.012  0.0153  0.0046
Si  -0.0076  0.0036  -0.0004
Si  -0.0029  0.0036  0.0023
Si  0.0059  -0.0019  0.001
Si  -0.0116  -0.0144  -0.0115
Si  0.004  0.0031  0.0042
Si  -0.0042  -0.0022  -0.0018
Si  0.0073  -0.0076  0.0083
Si  0.0058  -0.0015  -0.0069
Si  -0.0079  0.0102  0.0048
Si  0.0086  -0.0167  0.0002
Si  -0.0025  -0.0002  -0.0024
Si  0.0013  -0.0075  -0.0022
Si  0.0041  0.0005  -0.0028
Si  0.0002  -0.0024  0.0012
Si  0.0011  -0.0003  -0.0171
Si  -0.0009  -0.0018  -0.0014
O  -0.0129  0.0011  -0.0105
O  -0.0046  -0.0139  -0.0193
O  -0.0016  -0.0045  0.0158
O  0.0184  0.002  -0.0059
O  -0.001  0.0164  -0.0003
O  0.0181  0.0068  0.0068
O  -0.0085  0.011  -0.0151
O  -0.0203  -0.0171  -0.0226
O  -0.0003  -0.0111  -0.0227
O  -0.0034  0.0049  0.0004
O  0.0141  0.0106  0.0223
O  0.0005  -0.0083  -0.01
O  -0.0127  -0.0205  -0.0183
O  -0.0006  -0.0148  -0.0146
O  0.0139  0.012  -0.0081
O  -0.0249  -0.0034  -0.0225
O  -0.0028  -0.0076  0.0123
O  0.0052  -0.0082  0.005
O  -0.0119  -0.0092  0.0034
O  0.0205  0.0076  -0.0046
O  0.0045  0.0184  0.0018
O  0.0017  -0.0234  -0.011
O  0.0105  -0.0004  0.0161
O  -0.0173  0.0144  -0.0024
O  -0.0127  0.0018  -0.021
O  -0.0102  -0.0212  -0.0002
O  0.014  0.0026  0.0043
O  0.0074  -0.0059  -0.0041
O  -0.0073  0.0121  -0.0032
O  -0.0169  -0.0042  -0.0069
O  -0.0008  0.0142  0.0116
O  -0.0062  -0.0078  0.0155
O  -0.0097  -0.0098  -0.0107
O  0.0207  0.0128  0.0181
O  -0.0115  0.0126  0.0031
O  0.0032  -0.0019  -0.0291
O  -0.007  0.0029  -0.028
O  -0.011  0.0107  -0.0119
O  -0.0139  -0.0212  -0.0057
O  0.0058  -0.0085  0.0227
O  0.0135  0.0163  0.0077
O  -0.0237  -0.0069  0.0051
O  0.017  0.0233  -0.0065
O  0.018  -0.0079  -0.0109
O  -0.0103  0.0162  0.015
O  0.0081  0.0022  -0.0114
O  -0.0074  -0.0305  -0.0004
O  0.0095  0.0271  -0.002
O  0.0061  -0.0257  -0.0011
O  -0.0114  -0.0027  0.0044
O  0.0105  -0.0114  0.0098
O  -0.0003  -0.0016  0.0299
O  -0.0116  0.0013  0.0131
O  -0.013  0.0247  0.0195
O  0.0192  -0.0025  0.0039
O  0.0027  0.0224  0.014
O  -0.0053  -0.0174  0.0108
O  0.0244  0.0124  0.0071
O  0.0029  -0.0227  -0.0144
O  0.0141  -0.0065  -0.0003
O  -0.0046  0.0089  0.0007
O  0.0146  0.0077  -0.0009
O  0.014  0.0033  0.0037
O  -0.0006  0.011  0.006
O  -0.02  -0.0055  0.0065
O  -0.0146  -0.0204  0.0045

The program warned: the cutoff lies below the one the program advises for these potential files; the exchange-correlation potential is rough where the density is thin.
